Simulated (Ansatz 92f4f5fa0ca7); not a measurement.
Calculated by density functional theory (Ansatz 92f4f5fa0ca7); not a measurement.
Periodic cell of 273 atoms, Si162O105As6, from a study of silicon, its oxide and their interface. The atomic structure is a simulated model.
Doubt: the cutoff is low for norm-conserving oxygen, so forces and energies are approximate.
Doubt: the program's own warning below bears on the result.
This geometry differs little from another in the collection (a relaxation step or a small displacement).

Settings
functional: HSE06
potential files: SPMS norm-conserving
basis: plane waves
wave-function cutoff: 800 eV
density cutoff ratio: 4
exchange-correlation grid ratio: 1
k mesh: 1 x 1 x 1, Gamma-centred
occupations: fixed
spin: none
net charge: 0

Cell vectors (angstrom)
a, 11.6015, 0, 0
b, 0, 13.3963, 0
c, 0, 0, 31.1303

Atoms: element, x, y, z (angstrom)
As, -0.0783, -0.072, 24.1241
Si, 3.8176, -0.0591, 24.3518
Si, 7.6879, 0.0427, 24.5505
Si, 1.8007, 3.2062, 24.0609
Si, 5.8868, 3.4558, 24.4625
Si, 9.4923, 3.3706, 24.4738
As, -0.0881, 6.6859, 24.1332
Si, 3.849, 6.7227, 24.178
As, 7.6631, 6.7156, 24.3068
Si, 1.8004, 10.0415, 24.3735
Si, 5.8457, 10.1455, 24.6241
Si, 9.6316, 9.837, 24.4971
Si, -0.1028, 2.1659, 25.0662
Si, 3.836, 2.2558, 24.9509
Si, 7.6762, 2.2337, 25.4233
Si, 1.8668, 5.5123, 24.9366
Si, 5.7386, 5.6595, 25.2579
Si, 9.618, 5.6229, 25.248
Si, -0.0071, 8.8126, 25.2802
Si, 3.8179, 8.9548, 25.0627
Si, 7.6796, 8.8519, 25.3753
Si, 1.8291, 12.2904, 25.184
Si, 5.744, 12.347, 25.3641
Si, 9.6402, 12.1924, 25.1364
Si, -0.0345, 2.2312, 27.4825
Si, 3.8362, 2.2437, 27.4324
Si, 7.7065, 2.2341, 27.7224
Si, 1.9201, 5.5418, 27.4109
Si, 5.7427, 5.6022, 27.6063
Si, 9.6572, 5.5853, 27.5966
Si, 0.0081, 8.895, 27.6202
Si, 3.8363, 8.9254, 27.4934
Si, 7.7134, 8.9165, 27.6879
Si, 1.8988, 12.2833, 27.5576
Si, 5.7585, 12.3156, 27.6818
Si, 9.6435, 12.2424, 27.5354
Si, 1.9122, 1.1339, 28.3159
Si, 5.7392, 1.1502, 28.3941
Si, 9.6693, 1.0913, 28.3602
Si, 0.0023, 4.4536, 28.3268
Si, 3.8204, 4.4504, 28.329
Si, 7.7025, 4.4958, 28.3829
Si, 1.9419, 7.7618, 28.3339
Si, 5.7526, 7.8253, 28.3842
Si, 9.6673, 7.8066, 28.4009
Si, -0.0187, 11.1481, 28.3609
Si, 3.8274, 11.1509, 28.3587
Si, 7.7065, 11.1715, 28.3847
Si, 1.9336, 1.1164, 30.7353
Si, 5.8008, 1.1164, 30.7353
Si, 9.6679, 1.1164, 30.7353
Si, 0, 4.4654, 30.7353
Si, 3.8672, 4.4654, 30.7353
Si, 7.7343, 4.4654, 30.7353
Si, 1.9336, 7.8145, 30.7353
Si, 5.8008, 7.8145, 30.7353
Si, 9.6679, 7.8145, 30.7353
Si, 0, 11.1635, 30.7353
Si, 3.8672, 11.1635, 30.7353
Si, 7.7343, 11.1635, 30.7353
Si, 0, 0, 0.3944
Si, 3.8672, 0, 0.3944
Si, 7.7343, 0, 0.3944
Si, 1.9336, 3.3491, 0.3944
Si, 5.8008, 3.3491, 0.3944
Si, 9.6679, 3.3491, 0.3944
Si, 0, 6.6981, 0.3944
Si, 3.8672, 6.6981, 0.3944
Si, 7.7343, 6.6981, 0.3944
Si, 1.9336, 10.0472, 0.3944
Si, 5.8008, 10.0472, 0.3944
Si, 9.6679, 10.0472, 0.3944
Si, 0.0283, 0.0022, 2.7734
Si, 3.9057, 0.0186, 2.7299
Si, 7.7499, 0.0187, 2.7544
Si, 1.9329, 3.3598, 2.7797
Si, 5.7712, 3.3493, 2.7322
Si, 9.6799, 3.3673, 2.7775
Si, 0.0215, 6.6809, 2.7395
Si, 3.8562, 6.7079, 2.7603
Si, 7.7483, 6.7367, 2.7909
Si, 1.965, 10.0067, 2.7781
Si, 5.8088, 10.0349, 2.8125
Si, 9.644, 10.0547, 2.7956
Si, 0.0154, 2.2388, 3.5806
Si, 3.8571, 2.2318, 3.5839
Si, 7.7104, 2.266, 3.5006
Si, 1.9446, 5.5933, 3.6073
Si, 5.7917, 5.5854, 3.4527
Si, 9.6974, 5.6157, 3.5638
Si, -0.0113, 8.9006, 3.4922
Si, 3.8994, 8.8972, 3.6738
Si, 7.7285, 8.9456, 3.7134
Si, 2.0069, 12.268, 3.456
Si, 5.8229, 12.295, 3.5399
Si, 9.6776, 12.307, 3.58
Si, 0.0516, 2.2824, 5.9624
Si, 3.8989, 2.2248, 5.9711
Si, 7.6764, 2.2626, 5.841
Si, 1.9528, 5.5768, 6.0023
Si, 5.7589, 5.5034, 5.762
Si, 9.7636, 5.6152, 5.9398
Si, -0.0007, 8.8818, 5.8286
Si, 3.9582, 8.8314, 6.1352
Si, 7.7197, 8.9439, 6.1929
Si, 2.0904, 12.2375, 5.7766
Si, 5.8433, 12.3735, 5.8979
Si, 9.7062, 12.3442, 5.9708
Si, 1.9648, 1.0039, 6.7148
As, 5.8419, 1.1604, 6.9644
Si, 9.6272, 1.2676, 6.6533
As, 0.0398, 4.4755, 6.9996
As, 3.9061, 4.4483, 6.928
Si, 7.7495, 4.5263, 6.5704
Si, 1.8977, 7.8594, 6.8265
Si, 5.8797, 7.5215, 6.928
Si, 9.7287, 7.8603, 6.8885
Si, 0.1227, 11.1534, 6.3876
Si, 4.0313, 11.1234, 6.7746
Si, 7.7316, 11.327, 6.8487
O, 1.9441, 0.6526, 8.3274
O, 4.2886, 11.1098, 8.4113
O, 7.687, 4.8147, 8.1901
O, 9.8868, 7.9552, 8.543
O, 6.0491, 6.87, 8.4866
O, 1.6649, 8.035, 8.4532
O, 9.3723, 1.5632, 8.2429
O, 0.5069, 11.0257, 7.9721
O, 7.5595, 11.7534, 8.452
O, 6.1763, 10.5896, 23.0691
O, 3.8959, 13.1197, 22.7187
O, 6.3828, 3.7606, 22.9091
O, 1.6486, 2.9663, 22.4131
O, 9.0372, 3.4131, 22.8797
O, 7.5603, 0.2507, 22.9309
O, 1.555, 10.0473, 22.738
O, 4.0205, 6.7824, 22.5034
O, 9.6963, 9.3586, 22.9233
Si, 3.3475, 13.04, 21.1906
Si, 11.8197, 1.7634, 11.4739
Si, -0.7897, 13.6337, 15.6645
Si, 7.2557, 3.6525, 11.3474
Si, 8.8197, 9.323, 14.8823
Si, 10.4163, 0.9856, 19.8769
Si, 1.7476, 4.0381, 18.3584
Si, 8.8885, 10.269, 11.9324
Si, 4.8631, -2.971, 12.6628
Si, 3.6027, 0.4528, 14.7411
Si, 10.1862, 6.7299, 15.4428
Si, 11.0493, -0.9493, 12.886
Si, 5.8138, 7.1641, 18.6276
Si, 13.377, 0.0073, 9.7952
Si, 7.6994, 3.6112, 21.973
Si, 11.4604, 11.1315, 9.4249
Si, 4.4524, -5.5764, 21.3209
Si, 1.5235, 2.2692, 20.9361
Si, 6.1769, -4.2386, 16.2879
Si, -4.5522, 5.8241, 9.2839
Si, 4.391, 4.946, 16.8928
Si, 9.22, 15.0237, 9.837
Si, 1.6201, 8.7532, 9.9057
Si, 8.4647, -1.4094, 9.7751
Si, 9.4634, 7.6751, 10.0964
Si, 2.0449, -2.1925, 13.743
Si, 6.4046, 9.951, 21.6157
Si, -1.0632, 11.9317, 18.0377
Si, 5.6338, -1.5799, 15.2973
Si, 1.3873, 2.4782, 15.6667
Si, 6.8604, 3.4923, 15.848
Si, 3.7909, 11.0267, 9.9467
Si, 5.5701, 2.4297, 13.5068
Si, 10.9817, 6.2346, 18.3711
Si, -2.4222, 8.9322, 21.4654
Si, 1.1766, 4.3417, 13.164
Si, 5.8267, 7.5855, 13.6545
Si, 3.9893, 5.1488, 13.8888
Si, 8.0748, 5.4733, 13.7932
Si, 7.4917, -0.8631, 17.3875
Si, 8.724, 15.1256, 17.3997
Si, 13.795, 10.0856, 21.252
Si, 11.4435, 9.247, 19.3086
Si, 0.0618, 8.9929, 14.4417
Si, 5.888, -1.1243, 19.8417
Si, 7.8728, 0.7159, 21.4277
Si, 8.4297, 6.2066, 20.2339
Si, 0.2408, 7.1271, 11.9379
O, 9.4486, 0.6696, 21.1264
O, 7.0809, -1.0896, 15.8369
O, 10.8353, -0.4643, 19.2788
O, 1.3102, -3.3728, 14.6379
O, -1.3176, 9.2845, 20.3892
O, 11.3168, -0.7928, 16.7974
O, 6.4975, 4.7908, 10.4327
O, 1.2906, 2.9848, 17.2008
O, 7.4316, 2.2481, 21.1438
O, 8.6846, 13.5324, 10.2175
O, 4.4972, 1.2092, 13.5841
O, -1.2472, 9.8557, 14.9041
O, 0.032, 1.835, 20.4961
O, 1.9825, 3.3188, 19.7916
O, 7.2421, 6.7099, 19.2485
O, 5.2065, -2.955, 16.0612
O, -0.1317, 7.7774, 18.6138
O, 0.6316, 5.2124, 18.5373
O, 9.6835, 1.8707, 18.7053
O, 4.9197, 10.9074, 11.1078
O, 3.7033, 5.3313, 15.4741
O, 1.5089, 7.5893, 11.029
O, 2.4004, 0.9159, 20.946
O, 11.5812, 7.5792, 15.2659
O, 8.2127, 2.757, 10.3956
O, 1.2089, 9.5675, 20.0907
O, 7.6616, 9.7541, 15.9261
O, 8.7928, 7.3703, 21.3042
O, 2.7173, 4.7765, 12.9844
O, 6.633, 2.3152, 14.7408
O, 2.982, -0.985, 10.1778
O, 6.2822, 2.5535, 12.0585
O, 11.1563, 0.5592, 12.3221
O, 5.8725, 8.4417, 21.7341
O, 0.8926, 11.734, 12.7555
O, 7.2504, 6.8279, 13.3686
O, 3.2825, -2.9561, 13.0533
O, 6.0422, 8.5488, 17.7833
O, 8.0347, 3.0911, 16.8923
O, 7.5381, 0.7053, 17.7497
O, 7.8609, 11.1703, 11.0478
O, 11.1209, 10.4453, 18.2686
O, 13.2079, 1.2349, 10.824
O, 5.4683, 3.7609, 16.6358
O, 2.6126, 11.6165, 20.9564
O, 5.2348, 6.1359, 17.5497
O, 5.6288, 10.8442, 20.5393
O, 4.7093, 7.2341, 19.8335
O, 8.9437, 11.8804, 17.7099
O, 0.4167, 12.5364, 9.979
O, 12.0408, 5.7375, 12.7593
O, 12.2216, 3.1192, 12.2622
O, -2.6175, 7.7959, 15.3754
O, 4.5518, 13.137, 20.1086
O, 7.3299, 4.8368, 15.084
O, -2.3984, 9.0018, 10.9807
O, 12.7124, 3.7566, 14.6907
O, 11.5559, 8.3976, 12.9265
O, 9.8713, 11.2888, 9.3487
O, 4.9478, 3.8904, 13.7197
O, 3.1867, 4.6008, 17.8986
O, 4.6566, 13.0534, 15.6734
O, 3.418, 9.0417, 21.2581
O, 8.1547, 6.7385, 10.0243
O, 7.9273, 9.887, 21.1424
O, 9.7884, 5.8821, 19.41
O, 0.3572, 9.769, 10.1387
O, 10.0916, 11.3418, 12.1868
O, 0.2931, 1.3615, 15.3329
O, 7.138, -0.3416, 20.4759
O, 5.5221, -4.4599, 12.7883
O, -1.0821, 12.7158, 14.3831
O, 8.0558, 4.4429, 12.5362
O, 9.6335, 5.7163, 14.2754
O, 5.5901, 11.4664, 13.6974
O, -2.0782, 1.0513, 16.1744
O, 10.3598, 6.0383, 16.8811
O, 5.7995, 8.0123, 15.214
O, 10.627, 6.8942, 10.8973
O, 10.6838, 2.0585, 10.3739
O, 2.5985, 12.6204, 14.3464
O, 8.3542, 9.6996, 13.3622
O, 4.6645, 6.5079, 13.3521
O, 6.2866, -1.4336, 18.3103
O, 7.9209, 4.8765, 21.0027
O, 2.7962, 1.6872, 15.4219
O, 2.9316, 9.6659, 10.0858

Results
free energy: -81335.073 eV
free energy less fixed offsets of As -2657.37, O -447.96, Si -113.29 eV per atom: -2.073 eV
gap between the highest filled and lowest empty level on this k mesh: 1.532 eV

The program warned: the cutoff lies below the one the program advises for these potential files; the model core charge is not resolved on the grid; the forces do not sum to zero within the program's tolerance; the exchange-correlation potential is rough where the density is thin.
